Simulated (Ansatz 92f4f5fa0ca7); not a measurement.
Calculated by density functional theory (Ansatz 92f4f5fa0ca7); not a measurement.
Periodic cell of 224 atoms, Si133O90H1, from a study of silicon, its oxide and their interface. The atomic structure is a simulated model.

Settings
functional: PBE
potential files: Ansatz PAW
basis: plane waves
wave-function cutoff: 700 eV
density cutoff ratio: 5
exchange-correlation grid ratio: 1
k mesh: 2 x 2 x 1, shifted by 0.5 0.5 0.5 of a step
self-consistency stop: 5e-08 eV per atom in the density residual
occupations: fixed
spin: none
net charge: +1 e, with a uniform compensating background and no finite-size correction

Cell vectors (angstrom)
a 10.938 0 0
b 0 10.938 0
c 0 0 32.369

Atoms and the computed forces on them: element, x, y, z (angstrom), force x, y, z (eV/angstrom)
Si 0.4686 -0.5516 24.8009 0.0123 -0.0482 -0.101
Si 5.5769 -0.2764 24.9562 -0.0791 0.0376 0.0735
Si 2.5905 2.9381 24.9886 0.0052 0.0316 -0.0496
Si 8.0699 2.9596 24.7037 0.0104 -0.0239 0.0293
Si 0.3588 5.2299 24.8699 0.0061 -0.0052 0.0474
Si 4.8628 6.0123 24.866 -0.1291 0.0616 -0.0593
Si 2.7211 8.2333 25.3479 0.0593 -0.0295 0.2056
Si 7.962 8.5497 24.7699 0.0644 -0.0059 -0.0216
Si 1.3777 1.2668 26.127 0.0141 0.0261 0.0634
Si 6.7986 1.4484 26.0733 0.0048 -0.0304 0.0076
Si 4.0795 4.2185 26.2507 -0.0182 -0.0125 0.0153
Si 9.5654 4.1298 26.119 0.0557 0.0126 0.0203
Si 1.2847 6.7797 26.3932 0.0122 -0.0309 -0.0094
Si 6.7824 6.8826 26.0457 0.0218 0.0435 0.0483
Si 4.1792 9.5999 26.4959 -0.0446 -0.0081 -0.021
Si 9.5978 9.5782 26.1376 -0.0552 -0.0003 0.0346
Si 2.719 0.0505 27.645 -0.0211 -0.0186 -0.0277
Si 8.2049 0.0612 27.5047 -0.0025 -0.0014 -0.0274
Si -0.0124 2.6953 27.5146 -0.0292 0.0372 -0.0493
Si 5.4641 2.7725 27.5445 0.0236 -0.0062 -0.0078
Si 2.7135 5.4637 27.6802 0.0337 0.0214 -0.0412
Si 8.1758 5.5005 27.495 -0.0154 -0.0025 -0.0079
Si -0.0802 8.2202 27.6179 0.0226 0.0154 -0.0162
Si 5.5476 8.144 27.6488 0.0093 -0.0041 -0.008
Si 4.1018 1.3673 28.9507 0.1058 0.5292 0.1291
Si 9.5708 1.3673 28.9507 -0.0628 0.0803 -0.2262
Si 1.3673 4.1018 28.9507 -0.3293 -0.5777 0.1203
Si 6.8362 4.1018 28.9507 0.1339 0.1546 -0.3729
Si 4.1018 6.8362 28.9507 0.1667 -0.0702 0.4585
Si 9.5708 6.8362 28.9507 -0.5946 -0.1058 0.0456
Si 1.3673 9.5708 28.9507 -0.1832 0.0016 0.0501
Si 6.8362 9.5708 28.9507 0.5121 0.2155 -0.0868
Si 0 0 30.318 -0.0136 -0.0629 -0.0001
Si 5.469 0 30.318 0.0524 0.0372 -0.0718
Si 2.7345 2.7345 30.318 0.013 0.0156 0.048
Si 8.2035 2.7345 30.318 0.0688 0.0306 -0.0545
Si 0 5.469 30.318 -0.0898 -0.1477 -0.0627
Si 5.469 5.469 30.318 -0.0867 0.0115 0.0341
Si 2.7345 8.2035 30.318 0.0704 0.0049 -0.0229
Si 8.2035 8.2035 30.318 0.0646 0.056 0.0492
Si 1.3673 1.3673 31.6852 0.0423 0.0033 -0.0062
Si 6.8362 1.3673 31.6852 -0.0446 -0.0093 -0.0094
Si 4.1018 4.1018 31.6852 -0.006 -0.0189 0.0181
Si 9.5708 4.1018 31.6852 -0.0154 0.06 0.0097
Si 1.3673 6.8362 31.6852 0.021 0.0202 -0.0148
Si 6.8362 6.8362 31.6852 -0.0159 0.0134 -0.0016
Si 4.1018 9.5708 31.6852 -0.0682 0.0186 -0.0003
Si 9.5708 9.5708 31.6852 0.0062 -0.0335 0.012
Si 2.7345 0 0.6835 0.0296 -0.0077 -0.0022
Si 8.2035 0 0.6835 0.0024 -0.0078 -0.017
Si 0 2.7345 0.6835 0.0082 -0.0141 0.0006
Si 5.469 2.7345 0.6835 0.0061 0.0172 0.0106
Si 2.7345 5.469 0.6835 0.0162 0.0102 -0.013
Si 8.2035 5.469 0.6835 0.0164 -0.0249 -0.0014
Si 0 8.2035 0.6835 0.0002 0.0314 0.0086
Si 5.469 8.2035 0.6835 -0.0192 -0.0394 -0.0001
Si 4.1018 1.3673 2.0507 -0.1123 -0.0702 -0.0152
Si 9.5708 1.3673 2.0507 -0.0163 -0.0263 0.0144
Si 1.3673 4.1018 2.0507 0.0242 0.0402 0.0134
Si 6.8362 4.1018 2.0507 -0.0699 0.0265 -0.0329
Si 4.1018 6.8362 2.0507 -0.015 -0.0217 0.0356
Si 9.5708 6.8362 2.0507 -0.0343 -0.0367 -0.0096
Si 1.3673 9.5708 2.0507 0.0295 -0.0519 -0.0001
Si 6.8362 9.5708 2.0507 0.0553 0.1203 0.0178
Si 0 0 3.418 -0.2035 -0.1129 -0.2991
Si 5.469 0 3.418 0.2699 0.1969 0.1329
Si 2.7345 2.7345 3.418 0.1493 -0.0531 -0.2556
Si 8.2035 2.7345 3.418 -0.0908 0.026 0.3938
Si 0 5.469 3.418 -0.2749 -0.1279 0.1399
Si 5.469 5.469 3.418 0.2064 -0.1706 -0.3939
Si 2.7345 8.2035 3.418 -0.1713 0.0581 -0.1038
Si 8.2035 8.2035 3.418 0.0278 -0.1438 0.0136
Si 1.2804 1.4207 4.7349 0.1718 0.0058 0.105
Si 6.8483 1.37 4.8585 -0.0066 -0.0464 -0.0133
Si 4.1743 4.0471 4.7424 -0.0309 -0.0644 -0.0036
Si 9.5383 4.1137 4.8436 0.0285 -0.012 0.0062
Si 1.3654 6.8237 4.7653 -0.0711 -0.0232 0.0217
Si 6.8432 6.7986 4.7694 0.0471 0.0162 0.0714
Si 4.1286 9.5459 4.7463 0.0231 0.0587 0.0501
Si 9.5606 9.5917 4.7903 -0.0383 -0.0435 0.0106
Si 2.8521 0.1495 5.9845 -0.4493 -0.491 0.0394
Si 8.1543 -0.086 6.241 -0.0153 0.08 -0.1063
Si -0.0908 2.6777 6.2155 -0.0338 0.0326 -0.0549
Si 5.534 2.7942 6.2709 0.0887 0.0567 -0.0617
Si 2.7057 5.3467 5.9894 -0.0047 0.0851 -0.074
Si 8.1945 5.5 6.2626 -0.0316 -0.0284 -0.0278
Si -0.0476 8.1293 6.1681 0.0171 -0.1296 -0.158
Si 5.3992 8.0988 6.1004 -0.0305 0.0747 -0.2101
Si 3.8369 1.6966 7.4331 -0.1595 0.2587 0.1158
Si 9.7965 0.9972 7.5482 0.1464 -0.0958 0.2531
Si 1.5618 3.8624 7.3693 0.0754 -0.0231 0.1187
Si 6.5725 4.4641 7.6765 -0.0171 0.0437 0.1456
Si 4.168 6.518 7.3348 0.1455 -0.2819 0.0547
Si 9.2869 7.1237 7.6067 -0.0726 0.0181 0.2327
Si 1.1599 9.8791 7.0622 -0.1097 0.6675 -0.2046
Si 6.8995 9.2318 7.4455 0.1695 -0.0619 0.2004
O 11.0183 5.8857 23.3848 0.0113 -0.0184 -0.0094
O 4.5627 0.0453 23.7001 0.0673 -0.0577 0.0183
O 8.0811 8.1947 8.0343 -0.0035 -0.0498 -0.0444
O 2.6722 2.7611 7.9159 0.023 0.0235 0.0144
O 7.1355 4.0527 23.8934 0.0486 -0.0467 -0.063
O 1.6794 9.2647 24.5697 -0.0453 0.0536 -0.1499
O 5.3592 5.5445 7.9293 -0.0551 0.0302 -0.0517
O 0.1298 -0.0713 7.8619 0.0979 -0.1298 -0.1177
O 7.032 4.1625 9.2445 -0.0386 0.0118 -0.0766
O 5.9367 9.826 8.6436 -0.2442 0.0329 0.0717
O 10.0452 6.5512 8.9626 -0.0578 0.0788 -0.0866
O 3.2625 9.4993 8.98 -0.5753 -0.2379 -0.3615
O 4.3454 0.9704 8.802 0.04 -0.2713 0.21
O 1.0097 4.7015 8.6598 0.0419 -0.0323 0.0132
O 9.2537 1.3683 9.0454 0.0456 -0.041 -0.1503
O 3.2733 6.9128 8.6511 -0.1082 0.317 0.1419
O 7.4169 6.2221 22.3104 -0.0323 -0.0254 -0.0853
O 8.897 2.1427 23.5339 -0.0681 0.0148 -0.0092
O 5.0963 5.4919 23.3263 0.0016 0.0344 0.0125
O 3.342 2.4023 23.62 -0.0608 0.026 0.0116
O 10.9341 -0.2613 23.2436 0.0185 -0.0041 0.0523
O 3.7452 7.2043 24.542 0.0635 -0.0721 -0.0989
O 1.4399 4.0313 24.5568 0.0223 0.0058 -0.1123
O 6.7648 9.6465 24.4206 0.0374 -0.0415 -0.1595
Si 14.6518 1.0673 22.7655 -0.0251 0.0325 0.0857
Si -1.2608 2.5811 22.1664 0.0511 -0.019 0.1233
Si 0.74 11.5288 22.0522 -0.0099 0.0309 0.0983
Si 11.6149 0.7633 14.92 0.0181 -0.0105 -0.0678
Si 5.8632 -0.6382 12.0182 0.0895 0.0183 -0.0218
Si 11.6467 15.7361 12.6156 0.0391 0.0089 -0.1732
Si 9.3863 1.568 10.6684 0.0723 -0.0937 -0.1688
Si 5.2837 4.0353 19.9893 -0.0053 0.0455 0.0472
Si 9.8989 8.0139 13.4348 -0.0546 -0.0272 -0.0644
Si 10.4253 -2.9678 16.4169 0.0017 -0.0121 -0.0237
Si 10.8023 5.2611 9.6516 -0.0323 -0.0632 -0.0796
Si -0.2774 5.4463 21.8441 0.0308 -0.0229 0.1355
Si 8.6064 -1.2603 11.4597 -0.0427 0.0531 -0.2102
Si 8.7818 5.0291 13.1697 -0.0203 0.0131 -0.171
Si 7.2527 3.5444 15.589 -0.0336 -0.0101 -0.0421
Si 12.2616 6.0237 15.3523 0.0276 -0.0086 -0.0601
Si 5.7048 5.6754 17.3382 -0.0259 -0.0025 -0.0819
Si 4.5558 10.3853 9.3428 1.5419 1.0975 0.4628
Si 13.4351 1.4556 18.6809 -0.0499 -0.001 -0.0055
Si 9.6898 0.7427 19.8468 0.0088 -0.0141 0.0239
Si -1.0972 2.2423 16.9676 -0.0069 0.0308 -0.0904
Si 12.6344 9.8859 17.1596 0.0212 -0.0138 -0.0397
Si 5.1787 1.1127 20.0493 -0.0077 0.0219 0.0676
Si 3.5862 7.7335 16.3966 0.0035 0.0035 -0.0484
Si 13.0346 4.1174 20.012 0.0365 -0.0303 0.0607
Si -3.591 9.6572 19.8031 -0.0353 -0.0137 0.0358
Si 8.412 7.4307 21.9102 0.0214 0.0306 0.0891
Si 2.5654 2.4231 13.3536 0.0156 0.0279 -0.1224
Si 5.6435 -1.4302 14.8658 -0.0148 -0.0396 -0.1302
Si 2.8275 8.0901 9.6728 -0.2253 -1.1486 0.5225
Si -3.5461 -2.6342 17.04 0.0054 -0.0235 -0.0934
Si 0.8302 11.6338 11.9587 -0.0214 0.0968 -0.0909
Si 6.4912 4.9617 22.691 0.0072 0.0021 0.1148
Si 1.6013 -7.1536 17.2019 0.0295 -0.0171 -0.0577
Si 11.198 8.8436 10.8982 -0.1226 0.0714 -0.1073
Si 5.4224 1.4272 14.0956 0.0037 0.007 -0.1613
Si 8.1225 4.0522 10.4498 0.0329 0.0141 -0.1174
O 8.1594 2.5526 11.0658 -0.0515 0.079 0.1438
O 5.7474 -1.6977 13.2494 0.0128 0.0576 0.0432
O 9.818 1.4956 18.412 -0.0033 -0.0087 0.0224
O 3.6913 -6.6596 20.3732 -0.0016 -0.0021 -0.0657
O -1.3075 8.9646 10.3871 0.112 -0.0449 0.0682
O 0.1256 0.1915 20.5859 0.0025 0.0118 0.004
O 1.1905 8.1015 9.7737 0.0167 0.0262 0.0096
O 15.0746 2.4022 13.7715 0.0052 -0.0417 0.0764
O 17.9925 -1.208 11.048 -0.0039 -0.0265 0.0832
O 12.5385 0.1591 18.2486 -0.0021 0.0228 -0.0046
O 10.9531 6.4159 16.2715 0.0171 0.0187 0.0178
O 10.3937 -2.3994 14.8818 -0.0058 -0.0187 0.0168
O 7.9112 4.4417 14.391 0.063 0.0653 0.0147
O 13.2734 12.213 12.2045 -0.0178 -0.0469 0.0692
O 6.8088 6.7965 16.9761 0.0009 0.0311 0.0453
O 11.1461 11.2159 13.4236 0.0082 0.0065 0.0343
O 12.9392 4.6407 15.8786 -0.0026 0.045 0.0255
O 19.7072 -0.5517 19.5828 0.0029 0.0382 -0.02
O 0.314 13.0909 22.3405 -0.0426 -0.0056 -0.1197
O 6.0438 0.8528 12.6791 -0.0341 -0.0298 0.1332
O 5.6883 2.5423 19.4193 0.0089 0.0029 -0.03
O -1.9373 1.7863 20.9115 0.0229 0.0306 -0.0576
O 5.0838 0.1109 15.0332 0.0394 0.0081 0.0034
O 7.9422 5.0628 11.7264 0.0288 -0.0376 0.0752
O 12.5596 2.0817 14.6474 0.0238 -0.0015 0.0206
O 6.1767 4.1524 21.3382 0.0016 0.0221 -0.0602
O 1.798 4.7316 18.5238 0.0112 -0.0124 0.0673
O 0.9416 10.3171 11.0181 0.0417 -0.0662 0.0505
O 3.8925 0.7401 19.1163 0.0297 -0.0052 0.0069
O 11.3703 8.8869 17.3621 0.004 0.0034 -0.0208
O 11.5053 5.485 11.1148 -0.0261 0.0026 0.0424
O 10.9369 12.8112 11.1266 0.0008 -0.0282 0.1069
O 3.0434 -1.9815 17.3543 -0.003 -0.0075 -0.0109
O 6.0952 4.4082 16.3652 0.0269 -0.017 0.0534
O -2.2189 8.1755 23.346 -0.0545 0.0379 0.0199
O 0.9885 16.8562 13.7634 -0.0211 -0.0278 0.0373
O 10.1679 4.1472 12.9516 -0.0134 0.0299 0.1041
O 5.7306 5.1472 18.8799 -0.0032 -0.0369 0.0204
O 9.6123 4.1837 21.9086 0.0202 0.0174 -0.0889
O 4.2479 6.4193 17.12 -0.0014 0.0072 0.0151
O 3.473 7.8871 11.1519 -0.0104 0.2942 -0.1659
O 4.6384 -0.5252 10.9645 -0.2085 0.0054 -0.3778
O 7.6246 8.4756 20.9153 0.0161 -0.021 -0.0481
O 1.8677 2.452 19.87 0.0351 0.0177 -0.048
O 8.985 -2.8594 17.1148 0.0215 0.0055 0.0013
O -1.1399 6.7501 21.2808 -0.0267 -0.0064 -0.0601
O -2.2161 -1.9269 12.9211 0.0542 -0.0205 0.1252
O 9.0856 0.2669 11.5604 -0.0133 0.0016 0.0965
O -0.6355 12.1128 15.8033 0.0285 0.014 0.0582
O 4.6266 8.3736 15.3574 0.0384 0.032 0.076
O 8.41 2.9436 16.5865 0.027 -0.0093 0.039
O 2.3628 -3.6884 15.4552 -0.0277 -0.0009 0.0903
O -4.7146 10.8026 20.1735 0.0083 -0.0016 -0.0415
O 9.6024 4.1703 9.7523 0.0315 0.0608 0.0843
O 13.5207 2.4684 17.3767 -0.0078 0.0074 0.0456
O 2.3505 0.3725 22.1784 -0.0036 0.0312 -0.0626
O 11.1263 8.0934 12.3395 0.0234 0.0214 0.0992
O 6.5353 2.2911 14.8646 -0.0203 -0.0287 0.0362
O -1.7499 6.556 13.5171 0.0315 0.0146 0.0703
O 0.0281 3.407 17.0682 -0.0307 -0.0328 0.0207
O 12.0161 4.9273 21.034 -0.0637 0.0199 -0.0362
O 4.6846 1.4912 21.5515 -0.0203 -0.0305 -0.0586
O 7.0144 -1.7078 15.7298 -0.0094 -0.005 0.0757
O 12.5249 -0.3762 15.663 -0.0371 0.0324 0.036
O 6.8393 -1.9343 18.4002 0.0446 0.0287 0.0533
O 12.9501 3.8126 12.6695 -0.0199 -0.0032 0.1071
H 3.7558 7.0286 11.4853 -0.0098 -0.1593 -0.0601

Results
free energy: -135771.655 eV
free energy less fixed offsets of H -17.10, O -569.03, Si -635.61 eV per atom: -5.725 eV

The program warned: the cutoff lies below the one the program advises for these potential files; the exchange-correlation potential is rough where the density is thin.
